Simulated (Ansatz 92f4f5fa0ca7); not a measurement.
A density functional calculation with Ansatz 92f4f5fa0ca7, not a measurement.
Periodic cell of 226 atoms, Si134O92, from a study of silicon, its oxide and their interface. The atomic structure is a simulated model.
Doubt: the cutoff is far below the 930 eV that the study's wrapper takes by default for these files, so forces and energies are approximate.
This geometry differs little from another in the collection (a relaxation step or a small displacement).

Settings: functional PBE; potential files Ansatz PAW; basis plane waves; wave-function cutoff 580 eV; density cutoff ratio 5; exchange-correlation grid ratio 1; k mesh 1 x 1 x 1, Gamma-centred; self-consistency stop 5e-08 eV per atom in the density residual; occupations fixed; spin none; net charge 0.

Cell vectors (angstrom)
a  10.938  0  0
b  0  10.938  0
c  0  0  32.8199

Atoms: element, x, y, z (angstrom)
Si  0.1086  -0.316  25.5363
Si  5.9979  -0.4892  25.322
Si  2.7873  2.6884  25.1137
Si  8.0032  3.3577  25.0051
Si  -0.4948  6.1807  25.3799
Si  5.3992  5.2097  25.2756
Si  2.6397  8.6421  25.4206
Si  8.1538  8.2445  25.8599
Si  1.2723  1.4773  26.5391
Si  6.9937  1.4434  26.3363
Si  4.0894  3.9163  26.6942
Si  9.4999  4.3331  26.5826
Si  1.4326  6.9184  26.5749
Si  6.5859  6.7777  26.7106
Si  4.2082  9.7189  26.7806
Si  9.6144  9.5722  27.0394
Si  2.689  0.1282  28.0079
Si  8.1623  0.1226  28.0398
Si  -0.0749  2.8348  27.9567
Si  5.5645  2.6323  27.9717
Si  2.7304  5.4329  27.9712
Si  8.0984  5.5207  28.0511
Si  0.1048  8.1347  28.1384
Si  5.3991  8.2236  28.1061
Si  4.1018  1.3673  29.4017
Si  9.5708  1.3673  29.4017
Si  1.3673  4.1018  29.4017
Si  6.8362  4.1018  29.4017
Si  4.1018  6.8362  29.4017
Si  9.5708  6.8362  29.4017
Si  1.3673  9.5708  29.4017
Si  6.8362  9.5708  29.4017
Si  0  0  30.7689
Si  5.469  0  30.7689
Si  2.7345  2.7345  30.7689
Si  8.2035  2.7345  30.7689
Si  0  5.469  30.7689
Si  5.469  5.469  30.7689
Si  2.7345  8.2035  30.7689
Si  8.2035  8.2035  30.7689
Si  1.3673  1.3673  32.1362
Si  6.8362  1.3673  32.1362
Si  4.1018  4.1018  32.1362
Si  9.5708  4.1018  32.1362
Si  1.3673  6.8362  32.1362
Si  6.8362  6.8362  32.1362
Si  4.1018  9.5708  32.1362
Si  9.5708  9.5708  32.1362
Si  2.7345  0  0.6835
Si  8.2035  0  0.6835
Si  0  2.7345  0.6835
Si  5.469  2.7345  0.6835
Si  2.7345  5.469  0.6835
Si  8.2035  5.469  0.6835
Si  0  8.2035  0.6835
Si  5.469  8.2035  0.6835
Si  4.1018  1.3673  2.0507
Si  9.5708  1.3673  2.0507
Si  1.3673  4.1018  2.0507
Si  6.8362  4.1018  2.0507
Si  4.1018  6.8362  2.0507
Si  9.5708  6.8362  2.0507
Si  1.3673  9.5708  2.0507
Si  6.8362  9.5708  2.0507
Si  0  0  3.418
Si  5.469  0  3.418
Si  2.7345  2.7345  3.418
Si  8.2035  2.7345  3.418
Si  0  5.469  3.418
Si  5.469  5.469  3.418
Si  2.7345  8.2035  3.418
Si  8.2035  8.2035  3.418
Si  1.3346  1.3672  4.7729
Si  6.8752  1.4076  4.7395
Si  4.1849  4.0435  4.8274
Si  9.5539  4.0715  4.765
Si  1.445  6.7663  4.8451
Si  6.8255  6.8611  4.7808
Si  4.1356  9.475  4.7815
Si  9.5931  9.4913  4.7733
Si  2.6936  -0.1077  6.0181
Si  8.1313  -0.0704  5.9965
Si  -0.1224  2.6563  6.1626
Si  5.6377  2.76  6.2502
Si  2.7789  5.2795  6.2711
Si  8.2155  5.5067  6.0827
Si  0.0092  8.1008  6.1972
Si  5.4873  8.1283  6.2754
Si  4.3255  1.0729  7.155
Si  9.6312  1.0092  7.4206
Si  1.1162  4.0739  7.5418
Si  6.8485  4.4124  7.6537
Si  4.2177  6.6129  7.6184
Si  9.8779  6.4341  7.4836
Si  1.0716  9.7512  7.4478
Si  6.5759  9.8835  7.4503
O  5.5774  5.6661  8.4819
O  0.0236  0.0552  7.4903
O  3.4522  12.8786  8.2042
O  5.1001  7.3701  10.6495
O  1.3638  9.6385  25.0561
O  6.6546  4.2811  24.7191
O  7.2355  9.3643  25.0535
O  -0.099  7.0642  21.3539
O  7.4011  9.8756  8.8552
O  0.0977  5.3232  7.8898
O  1.2134  9.276  9.0323
O  7.8837  4.2792  8.9474
O  9.1771  6.6759  8.9706
O  5.1659  -0.2249  7.691
O  3.3137  7.1996  8.8854
O  9.0441  1.1334  8.9267
O  5.3255  -0.5093  23.8238
O  8.7553  3.355  23.515
O  10.8244  5.8563  23.8481
O  4.402  5.6289  23.992
O  9.2447  7.2919  25.0561
O  3.4961  1.631  24.0229
O  3.4821  8.3877  24.0087
O  10.1552  0.0019  24.1726
Si  10.568  2.3152  13.8368
Si  2.4849  13.0597  9.4682
Si  7.1163  8.1781  14.2311
Si  9.4894  1.6302  20.3193
Si  2.1381  5.9697  12.3792
Si  -0.6505  4.9478  12.5113
Si  9.9489  5.9479  17.9153
Si  4.3275  -1.5349  23.0268
Si  1.1797  8.2549  18.1956
Si  6.186  3.6442  15.7538
Si  5.8354  -2.5616  20.4869
Si  14.7598  3.7945  11.491
Si  7.6647  0.4464  9.653
Si  5.7433  5.9413  10.2366
Si  -0.1196  8.6251  20.8513
Si  3.2747  3.2734  20.625
Si  9.0607  3.9891  22.0227
Si  8.5574  5.4773  9.9052
Si  7.5482  -0.9064  16.509
Si  3.6587  -6.6768  14.3434
Si  8.2236  -0.9928  19.4895
Si  8.205  -0.7886  12.5412
Si  1.6561  2.3804  16.0292
Si  11.279  10.3588  13.0994
Si  4.8868  8.9633  15.8564
Si  -0.0692  0.0808  22.703
Si  8.4825  5.5649  15.1115
Si  1.9223  10.1257  15.7453
Si  13.7735  11.9296  22.6403
Si  1.8234  -0.8159  10.3076
Si  0.3981  5.846  22.3244
Si  3.1578  4.9606  23.131
Si  4.1169  7.1706  18.2008
Si  0.7565  3.3575  18.8445
Si  18.6283  12.2467  14.6414
Si  -3.3267  5.7376  20.1423
Si  3.5647  -3.0665  10.3991
Si  5.3317  -6.7076  18.6577
O  8.6574  2.9034  20.8755
O  8.002  -1.983  15.3746
O  11.2023  9.5264  22.1525
O  12.1776  11.9496  22.9206
O  4.4  3.1833  19.4707
O  1.7354  11.6941  9.9123
O  14.416  2.4629  10.6897
O  -5.7907  8.5155  21.9536
O  5.0971  4.626  10.8908
O  9.3395  9.0499  20.2844
O  7.6532  -6.6235  15.7046
O  1.0957  9.7069  14.3967
O  1.4696  3.3228  8.9873
O  1.0394  9.8786  11.7041
O  9.57  4.9486  11.0422
O  -2.3953  0.6096  19.4903
O  6.4679  1.4458  9.6154
O  6.7991  -3.8487  20.4614
O  5.7613  3.4338  17.3074
O  3.2891  -0.5261  22.2965
O  -1.2134  9.932  13.1144
O  8.1945  -1.4064  17.9131
O  -7.4928  9.6124  15.5829
O  3.1321  1.7977  21.2733
O  -7.5854  -1.4508  10.4131
O  6.6431  4.5854  19.538
O  2.7766  14.2713  15.3334
O  -3.6642  6.1125  10.6694
O  10.9045  3.4623  12.7295
O  8.0946  0.5717  16.0616
O  11.9353  8.9109  19.6872
O  2.8737  5.627  13.8234
O  9.3345  5.218  13.7802
O  -2.7772  5.2913  21.6231
O  1.598  2.75  17.5992
O  4.4869  5.6033  18.3944
O  11.1638  13.6332  15.3093
O  11.3639  1.039  13.2284
O  10.7302  2.1613  19.4107
O  7.5339  -2.2841  12.7248
O  2.0326  5.9425  22.4507
O  7.3106  0.1953  13.5197
O  10.643  4.4353  21.8058
O  7.3882  6.6198  14.5496
O  5.5244  8.4889  14.4326
O  12.179  -1.506  17.0633
O  10.8382  7.2952  17.9853
O  -4.564  2.2381  14.9386
O  2.3023  3.9488  24.1269
O  8.9653  13.0752  14.0423
O  -1.4959  -4.9688  16.3607
O  8.2737  -0.1697  11.0716
O  8.7439  6.0435  19.0082
O  5.0554  15.5608  15.0884
O  16.8393  10.0388  16.5786
O  3.8216  4.2355  21.8314
O  10.8351  4.6335  18.3114
O  6.7503  9.6925  20.1592
O  11.4667  6.0783  12.54
O  15.5915  8.1469  19.3922
O  2.5103  4.7584  11.3572
O  2.5038  -3.6212  18.14
O  4.7689  7.6352  16.7909
O  4.0753  14.3227  13.0308
O  2.645  7.3255  11.6305
O  1.854  3.7876  19.9876
O  -1.0171  0.8227  21.6507
O  12.9385  0.8012  15.9075

Results
free energy: -137504.933 eV
free energy less fixed offsets of O -568.88, Si -635.61 eV per atom: 3.767 eV

Forces (eV/angstrom), in the order of the atoms: element, x, y, z
Si  -0.0008  -0.0034  -0.001
Si  0.0001  0.0106  0.0026
Si  0.0011  0.0025  -0.0017
Si  0.0028  -0.0003  0.0085
Si  0.0071  0.0015  0.0046
Si  -0.0002  -0.0042  -0.0055
Si  -0.0003  -0.0026  0.0059
Si  0.0006  -0.0005  -0.0072
Si  -0.0005  0.0013  0.0003
Si  -0.0017  -0.0005  -0.0026
Si  -0.0009  0.0009  0.0011
Si  -0.0036  -0.0003  -0.0036
Si  -0.0032  0.0001  -0.0046
Si  -0.0008  0.0017  0.0014
Si  -0.0008  -0.0002  -0.0015
Si  0.002  0.0002  0.0021
Si  0.0027  -0.0004  0.0008
Si  -0.0021  0.0015  0.001
Si  0.0004  0.0013  0.0008
Si  0.0005  -0.0012  -0.0012
Si  -0.0002  0.0011  -0.0001
Si  0.0015  -0.0025  0.0019
Si  0.0044  0.0003  -0.0013
Si  -0.0026  0  0.0011
Si  0.2446  0.1082  -0.034
Si  -0.0277  0.6952  -0.0533
Si  -0.2527  0.136  -0.3472
Si  -0.043  -0.4246  -0.0029
Si  -0.5213  -0.355  0.157
Si  -0.1535  -0.2477  0.2187
Si  0.5514  0.4291  0.2681
Si  -0.0264  0.3413  -0.0614
Si  0.0688  -0.0078  -0.0794
Si  -0.1226  -0.1179  0.0289
Si  0.1788  0.0621  -0.0655
Si  0.1219  0.0705  0.0709
Si  -0.118  -0.1167  0.0375
Si  -0.1266  -0.1358  -0.0301
Si  0.0453  0.0531  0.0597
Si  0.2088  0.1364  -0.0534
Si  -0.0234  -0.0105  -0.0423
Si  0.0112  0.0014  -0.0458
Si  -0.0903  0.0388  0.0159
Si  -0.0182  -0.0127  0.0191
Si  -0.0796  0.0868  -0.037
Si  0.0254  0.0257  -0.0365
Si  0.0624  -0.0562  0.0054
Si  -0.0636  0.021  0.0101
Si  0.0281  -0.0413  -0.0038
Si  -0.006  0.0258  -0.0057
Si  0.0152  -0.0562  0.0383
Si  0.0189  -0.0172  0.0189
Si  0.0569  -0.0023  -0.0046
Si  0.0801  -0.0557  0.0055
Si  0.03  -0.021  0.035
Si  -0.0502  0.0365  0.0488
Si  -0.1185  -0.0762  0.0171
Si  -0.0697  -0.0725  -0.0276
Si  0.0351  0.0579  0.0145
Si  0.041  0.0253  -0.0135
Si  -0.145  -0.0487  -0.0128
Si  -0.1042  0.0408  0.017
Si  -0.0805  0.0489  0.0593
Si  0.1515  0.0681  0.0034
Si  -0.1419  -0.1871  -0.0598
Si  -0.1214  0.0075  0.2
Si  0.1323  -0.0936  0.2351
Si  0.1923  0.1505  -0.6892
Si  0.1716  -0.0455  0.2791
Si  -0.0177  -0.0091  0.1241
Si  0.1327  -0.4857  -0.0338
Si  -0.0316  -0.0633  -0.251
Si  0.005  -0.0009  0.012
Si  0.0016  0.0107  -0.0007
Si  -0.0125  -0.0074  0.0096
Si  -0.0061  -0.0043  -0.0028
Si  -0.0071  0.0031  0.0018
Si  -0.0053  -0.009  -0.0041
Si  0.0018  0.0033  0.009
Si  -0.0177  -0.0037  0.0019
Si  -0.0206  -0.008  -0.0062
Si  0.018  0.0077  -0.0011
Si  0.0181  0.0097  -0.0113
Si  0.0095  0.0099  -0.0093
Si  0.0108  -0.0032  -0.0013
Si  0.0018  0.0061  -0.0017
Si  0.0122  0.0031  0.008
Si  -0.0007  0.0075  -0.0097
Si  0.0017  -0.0089  0.0367
Si  -0.0349  -0.01  0.0074
Si  0.0067  0.0073  -0.0025
Si  0.0022  -0.0223  0.0083
Si  -0.0279  -0.0152  0.0029
Si  0.0033  0.0021  -0.0005
Si  0.0116  -0.0097  -0.0137
Si  -0.0035  -0.0138  0.0163
O  0.01  0.0037  0.0333
O  0.0011  -0.014  -0.0072
O  0.0122  0.0328  0.0555
O  -0.0055  -0.0029  -0.008
O  -0.001  0.0013  0
O  -0.0024  -0.0026  -0.0006
O  -0.004  -0.0025  0.0024
O  -0.0008  0.002  0.0022
O  0.0028  0.0173  0.0116
O  -0.0048  0.0017  -0.0045
O  0.0056  0.0164  0.0072
O  -0.002  0.0023  -0.0091
O  -0.001  0.001  -0.0003
O  0.007  0.0304  -0.0137
O  0.0052  0.0079  -0.0079
O  -0.0127  -0.0047  0.012
O  -0.0015  -0.0028  -0.0023
O  0.0004  0.0016  -0.004
O  -0.0007  -0.0015  -0.0035
O  -0.0017  0.0007  0.0014
O  -0.0005  0.0012  0.0031
O  0  -0.0002  -0.0001
O  0.0013  0.001  -0.0025
O  -0.0005  0  0.0001
Si  -0.002  0.0022  0.003
Si  0.0311  -0.0048  -0.0285
Si  -0.0004  0.0016  -0.0007
Si  -0.0008  0.0015  -0.0037
Si  -0.0018  0.0012  0.0065
Si  0.0017  -0.0009  0.0037
Si  -0.0014  0.0002  -0.0031
Si  0.0002  0.0009  -0.0022
Si  -0.0007  0.0024  -0.0015
Si  0.0019  -0.0001  0.0014
Si  -0.0018  0.0006  -0.0037
Si  0.0205  0.0044  -0.0249
Si  -0.0059  0.0137  0.0216
Si  -0.0094  -0.0202  -0.0105
Si  -0.0006  -0.0003  -0.004
Si  0.0002  0.0005  -0.0036
Si  -0.0001  0.0006  -0.0017
Si  0.0034  0.001  0.0038
Si  0.0013  0.0014  -0.0013
Si  -0.0004  0.0026  0.0012
Si  -0.0002  0.0004  -0.0044
Si  0.0062  0.016  -0.0307
Si  -0.0077  0.0018  0.0001
Si  -0.0094  -0.0011  0.0028
Si  0.0017  -0.0001  -0.001
Si  -0.0003  0.0002  -0.0011
Si  -0.0009  -0.0022  -0.0014
Si  -0.0081  -0.0029  -0.0031
Si  0.0011  -0.0002  -0.0035
Si  -0.0089  0.0087  0.0093
Si  0.0014  -0.0002  -0.0037
Si  -0.0006  0.0017  -0.0001
Si  0.0047  -0.0001  0.0023
Si  -0.0001  0.0004  -0.0029
Si  -0.0001  0.0014  -0.0016
Si  -0.0002  0.0011  -0.0035
Si  0.0045  -0.0023  0.007
Si  0.0002  0.0007  -0.0035
O  -0.0008  -0.0006  0.0002
O  -0.0015  0.002  0.0012
O  -0.0004  -0.0008  0.0008
O  -0.0008  0.0008  0.002
O  -0.0003  0.0003  0.0034
O  0.0084  -0.0229  -0.0275
O  -0.0463  -0.0034  0.02
O  0.001  -0.0004  0.0005
O  -0.0323  0.0001  0.0042
O  -0.0012  0.0011  0.0012
O  0.002  0.0062  -0.0011
O  -0.0013  0.0015  -0.004
O  0.0102  -0.0099  0.0031
O  0.0097  0.0079  -0.0144
O  0.0023  0  -0.0002
O  -0.001  0.0001  0.0018
O  0.0287  -0.03  -0.0303
O  -0.0003  0.0015  0.0036
O  -0.0005  0.0007  -0.0003
O  -0.0005  0.0009  0.0021
O  0.0062  0.0048  -0.0039
O  -0.0001  0.0011  0.0001
O  0.0087  0.0031  -0.0021
O  -0.0006  0.002  0.0019
O  -0.0051  0.0001  -0.0016
O  -0.0006  -0.0005  0.0015
O  0.0096  0.0069  -0.0074
O  -0.0078  0.0027  -0.0023
O  -0.0016  0.0032  -0.0022
O  -0.0004  -0.001  0.0012
O  -0.0006  0.001  0.0023
O  0.0006  -0.0018  0.0024
O  -0.0055  0.0015  0.0039
O  -0.0008  0.0011  0.0015
O  0.0003  0.0024  0.0053
O  0.0004  -0.0012  0.0014
O  -0.0017  0.0015  0.0001
O  -0.0018  -0.0042  -0.0007
O  -0.0003  0.0005  0.0014
O  -0.0001  -0.0038  0.0015
O  -0.001  0.0013  0.0034
O  0.002  0.0007  0.0014
O  -0.0005  0.0003  0.0019
O  0.0023  0.0005  -0.0002
O  0  0.0012  -0.001
O  -0.0026  -0.0015  0.0035
O  -0.0025  -0.0014  0.003
O  0.0001  0.0016  -0.0006
O  -0.0009  -0.0002  0.0017
O  -0.0001  0.0004  -0.0003
O  -0.0006  0.0014  0.0011
O  -0.0274  0.0047  0.006
O  0.0012  0.0007  0.0005
O  -0.0044  0.0019  -0.0017
O  0.0001  0.0011  0.0006
O  0.0005  -0.0013  0
O  -0.0008  0.0025  0.0002
O  0.0009  0.0013  0.0036
O  -0.0005  0.0011  -0.0021
O  -0.0006  0.0009  0.0028
O  0.009  -0.0061  -0.0094
O  -0.0071  -0.0004  0.0045
O  0.0007  0.0014  -0.0049
O  0.0028  0.006  -0.0029
O  0.0038  0.0097  -0.0098
O  -0.0005  0.0015  0.0008
O  -0.0004  0.0027  0.0014
O  -0.0005  0.0008  -0.0011

The program warned: the cutoff lies below the one the program advises for these potential files; the exchange-correlation potential is rough where the density is thin.
